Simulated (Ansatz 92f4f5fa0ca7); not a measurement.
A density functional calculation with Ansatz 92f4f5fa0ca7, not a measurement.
Periodic cell of 223 atoms, Si131O90P2, from a study of silicon, its oxide and their interface. The atomic structure is a simulated model.
Doubt: the cutoff is far below the 930 eV that the study's wrapper takes by default for these files, so forces and energies are approximate.
This geometry differs little from another in the collection (a relaxation step or a small displacement).

Settings
functional: PBE
potential files: Ansatz PAW
basis: plane waves
wave-function cutoff: 580 eV
density cutoff ratio: 5
exchange-correlation grid ratio: 1
k mesh: 1 x 1 x 1, Gamma-centred
self-consistency stop: 5e-08 eV per atom in the density residual
occupations: fixed
spin: none
net charge: 0

Cell vectors (angstrom)
a  10.938  0  0
b  0  10.938  0
c  0  0  32.1988

Atoms: element, x, y, z (angstrom)
Si  10.6003  0.2199  24.8695
Si  5.7512  10.6741  24.7422
Si  2.4916  2.91  24.6373
Si  8.4419  2.4544  24.8254
Si  0.2892  5.1637  24.7532
Si  5.1772  5.7413  24.6887
Si  2.9539  7.9953  24.604
Si  7.9542  8.4354  24.7324
Si  1.3419  1.3792  26.0377
Si  6.8556  1.3073  26.1151
Si  4.0587  4.0995  25.9814
Si  9.6151  4.0596  26.0783
Si  1.4084  6.8221  25.999
Si  6.7839  6.8491  26.0259
Si  4.1128  9.5335  25.9963
Si  9.4762  9.5674  26.1491
Si  2.7381  -0.0119  27.3502
Si  8.1676  -0.0198  27.5511
Si  0.0191  2.7207  27.481
Si  5.45  2.7414  27.3632
Si  2.7397  5.4634  27.4212
Si  8.1959  5.4688  27.3592
Si  0.0045  8.1794  27.375
Si  5.4489  8.1984  27.4411
Si  4.087  1.3674  28.7397
Si  9.5823  1.3605  28.8441
Si  1.3737  4.1172  28.8114
Si  6.8313  4.102  28.7396
Si  4.1002  6.8204  28.7992
Si  9.5643  6.8242  28.7494
Si  1.3751  9.5611  28.738
Si  6.7848  9.547  28.8556
Si  0.018  -0.02  30.1532
Si  5.443  0.0168  30.1581
Si  2.7389  2.7328  30.1447
Si  8.1939  2.7443  30.1471
Si  -0.0085  5.4748  30.1486
Si  5.4765  5.4602  30.1453
Si  2.7288  8.2021  30.1398
Si  8.2079  8.1909  30.151
Si  1.3673  1.3673  31.515
Si  6.8362  1.3673  31.515
Si  4.1018  4.1018  31.515
Si  9.5708  4.1018  31.515
Si  1.3673  6.8362  31.515
Si  6.8362  6.8362  31.515
Si  4.1018  9.5708  31.515
Si  9.5708  9.5708  31.515
Si  2.7345  0  0.6835
Si  8.2035  0  0.6835
Si  0  2.7345  0.6835
Si  5.469  2.7345  0.6835
Si  2.7345  5.469  0.6835
Si  8.2035  5.469  0.6835
Si  0  8.2035  0.6835
Si  5.469  8.2035  0.6835
Si  4.1076  1.3718  2.0519
Si  9.5481  1.368  2.0621
Si  1.356  4.1323  2.0391
Si  6.843  4.0831  2.0529
Si  4.0862  6.8379  2.0457
Si  9.5585  6.8519  2.0483
Si  1.3479  9.5702  2.0419
Si  6.8048  9.6113  2.0443
Si  -0.0446  -0.0398  3.3933
Si  5.4685  0.0312  3.473
Si  2.7547  2.785  3.3562
Si  8.156  2.693  3.4669
Si  -0.0114  5.4924  3.4233
Si  5.4371  5.4343  3.3751
Si  2.6997  8.1906  3.4157
Si  8.1713  8.2465  3.3647
Si  1.3983  1.3597  4.6298
Si  6.7827  1.3778  4.9337
Si  4.1096  4.0964  4.7992
Si  9.5537  4.0998  4.7476
Si  1.3445  6.8517  4.8194
Si  6.8102  6.8286  4.6681
Si  4.0646  9.5598  4.7646
Si  9.4923  9.5682  4.7937
Si  2.7418  0.0937  6.1178
Si  8.1265  -0.0678  6.2692
Si  0.0257  2.6796  5.9771
Si  5.423  2.7846  6.3216
Si  2.7655  5.5084  6.1452
Si  8.1854  5.4959  6.0993
Si  -0.0503  8.2412  6.1618
P  5.4863  8.2034  5.9765
Si  3.7894  1.6225  7.6374
Si  9.7694  1.2011  7.3785
Si  1.5738  3.821  7.2934
Si  6.6028  4.5001  7.4977
Si  4.3649  6.7616  7.3846
Si  9.3087  7.0449  7.4589
Si  1.0641  9.9659  7.3169
P  7.0282  9.3318  7.9439
O  8.0557  8.0943  7.7104
O  2.6388  2.7696  8.0081
O  9.5371  1.3414  24.2608
O  4.0708  6.8549  24.1279
O  -0.044  0.1069  7.9182
O  5.5206  5.6996  7.9256
O  6.8594  9.5627  24.1934
O  1.3788  4.0516  24.1648
O  3.8777  7.6626  8.7015
O  0.5974  4.4537  8.4519
O  9.8286  6.4398  8.9191
O  1.8571  9.449  8.6494
O  7.3818  4.0251  8.8833
O  4.2503  0.9446  9.0938
O  7.4411  9.5989  9.5147
O  9.157  2.0136  8.6796
O  7.7252  3.1391  23.5195
O  10.5281  5.8524  23.4417
O  5.1095  0.4395  23.4063
O  5.8935  5.0954  23.3544
O  3.1169  2.202  23.2709
O  2.3215  8.7018  23.233
O  8.6488  7.7602  23.397
O  0.2568  10.3151  23.6107
Si  4.4105  1.5728  22.4725
Si  3.5677  7.9441  14.0612
Si  7.1968  0.967  14.6732
Si  0.976  9.3507  22.5356
Si  1.2398  4.3176  11.8807
Si  6.3424  8.9711  15.3458
Si  0.7447  1.3535  12.3109
Si  8.6677  4.9437  20.5228
Si  0.32  5.7693  9.3523
Si  5.1597  3.1084  17.9414
Si  0.9491  3.7399  16.7483
Si  10.4603  2.8492  19.2385
Si  5.3084  1.1975  10.334
Si  0.943  0.1781  19.8816
Si  6.8127  9.4971  11.0316
Si  9.3967  9.663  18.3948
Si  9.5185  9.2411  12.7192
Si  6.5958  3.8423  22.5867
Si  2.4457  8.1251  9.3571
Si  10.6626  7.3562  17.1414
Si  2.5731  6.3007  16.5997
Si  10.2382  4.4758  14.1857
Si  6.1968  9.1729  18.5443
Si  7.9328  2.6393  9.5504
Si  8.9391  2.1379  12.4212
Si  5.4084  6.2318  18.0748
Si  3.9698  0.5464  19.4727
Si  4.3374  3.8625  12.0519
Si  5.6257  6.6231  12.1564
Si  8.0786  2.4953  17.2299
Si  4.4314  2.4892  14.9611
Si  1.6272  1.2006  15.2834
Si  1.6662  9.4181  12.0515
Si  8.1423  6.8411  13.9041
Si  10.4972  9.8457  15.5919
Si  9.8361  7.0218  22.5527
Si  8.1761  5.4751  17.4217
O  6.1187  8.0046  11.3209
O  6.1041  9.2022  16.9255
O  7.7546  1.372  13.203
O  0.9279  1.6833  13.8981
O  9.5133  6.2357  16.9155
O  6.8728  6.2251  13.1122
O  5.1985  4.6451  18.6107
O  9.2865  2.1498  18.2936
O  2.4121  0.0846  19.0914
O  9.5016  10.2406  16.8462
O  2.8492  4.4639  11.7061
O  5.1128  10.3063  19.1226
O  9.5075  3.2496  13.4342
O  0.5193  1.7699  19.9651
O  3.2323  1.3633  15.0381
O  8.2088  5.3653  19.034
O  3.9648  6.5887  17.3985
O  4.6294  3.2817  16.388
O  9.0976  5.6188  14.3662
O  5.4658  2.7662  22.1381
O  10.7369  4.0933  15.6717
O  0.393  3.8658  18.2794
O  10.4695  10.4989  19.3009
O  9.777  10.0587  14.1358
O  10.9298  8.132  22.0791
O  1.3014  2.1659  16.5479
O  9.789  3.7541  20.4252
O  8.1989  4.0241  16.6959
O  0.0481  9.1204  11.973
O  6.6414  2.3977  18.0005
O  5.6621  10.7112  11.141
O  7.8031  9.5789  18.8939
O  10.0971  1.025  12.0349
O  1.4762  6.8636  9.0683
O  0.6781  4.7947  13.3439
O  5.7673  7.6069  18.9978
O  5.3015  5.1123  11.5296
O  2.769  7.0136  15.1441
O  1.0038  2.74  11.5053
O  0.9867  10.6721  15.6492
O  2.4853  8.5571  10.9252
O  4.7624  2.4487  11.2769
O  4.3145  3.5267  13.6798
O  2.2486  4.6976  16.4803
O  10.7883  8.2514  15.774
O  7.0001  10.3006  14.6995
O  2.4438  8.9757  13.4344
O  8.1165  1.5204  15.9154
O  4.2206  7.0033  12.8986
O  4.2329  1.9935  18.7181
O  7.3313  4.4007  21.2622
O  8.4267  2.9014  11.0771
O  1.2572  6.8619  17.4177
O  5.7359  1.5984  14.756
O  8.1719  9.7921  11.9261
O  9.2302  6.2869  21.2418
O  9.1437  7.6885  12.9654
O  1.7377  0.1244  11.8723
O  6.7143  6.1453  17.0686
O  7.4614  7.8011  15.0531
O  1.283  10.3143  21.2651
O  10.0827  8.1796  18.4167
O  3.9868  0.8507  21.0818
O  0.3798  5.2925  10.8924
O  6.7008  1.5837  9.5774
O  4.8501  8.7209  14.7186

Results
free energy: -135974.292 eV
free energy less fixed offsets of O -568.88, P -755.39, Si -635.61 eV per atom: 0.598 eV

Forces (eV/angstrom), in the order of the atoms: element, x, y, z
Si  0.0112  -0.0143  0.0254
Si  -0.0006  0.0122  -0.0141
Si  0.0026  -0.0016  0.0011
Si  -0.007  0.0148  -0.0162
Si  0.0042  0.0059  -0.0078
Si  -0.0032  0.0053  -0.0031
Si  -0.0024  -0.0021  0.0062
Si  0.0191  -0.0085  0.0001
Si  0.0002  0.0131  0.0013
Si  0.0115  -0.0101  0.0285
Si  -0.0049  0.0088  0.0061
Si  0.008  -0.0008  0.0106
Si  0.0102  0.0112  0.0201
Si  -0.0021  0.0096  -0.0036
Si  -0.006  -0.0053  0.0038
Si  -0.0138  0.0102  0.0188
Si  -0.0068  -0.0006  -0.0499
Si  -0.01  -0.0168  0.0874
Si  0.009  0.0017  0.0575
Si  -0.0042  -0.003  -0.0376
Si  0.0098  0.0008  0.0252
Si  -0.0007  -0.0081  -0.0438
Si  -0.0059  -0.0056  -0.039
Si  -0.0068  -0.0162  0.0324
Si  0.0193  -0.007  0.061
Si  -0.0308  0.0008  -0.0979
Si  -0.0218  -0.0458  -0.0697
Si  0.0176  -0.0189  0.0608
Si  -0.01  0.011  -0.043
Si  0.0072  0.0122  0.0476
Si  -0.0157  -0.0045  0.0621
Si  0.0644  0.0189  -0.1215
Si  0.0224  -0.0117  0.0049
Si  -0.011  0.0308  0.0271
Si  -0.0094  0.0072  0.0018
Si  -0.0158  0.0126  0.0202
Si  -0.0047  0.0186  0.0179
Si  0.0035  -0.0006  -0.0008
Si  0.0052  0.0194  0.0118
Si  0.0066  0.0101  0.012
Si  0.1004  -0.0654  0.0039
Si  -0.0721  0.0789  -0.0508
Si  0.0777  -0.1016  -0.001
Si  -0.0696  0.06  -0.0199
Si  -0.0838  0.0566  -0.0602
Si  0.0834  -0.1242  0.0396
Si  -0.1773  0.0087  -0.0063
Si  0.0418  -0.1338  0.0019
Si  -0.0084  -0.0015  0.1021
Si  -0.0628  0.1037  -0.1066
Si  -0.1361  0.0053  0.1035
Si  0.0966  -0.0896  -0.0727
Si  -0.0769  0.1292  -0.1961
Si  0.0352  -0.0711  0.0963
Si  -0.0306  -0.0755  -0.1205
Si  -0.0918  0.0898  0.0312
Si  0.0485  -0.0152  -0.0491
Si  0.0173  0.0118  0.0218
Si  -0.0439  0.0126  -0.0201
Si  -0.0556  -0.066  -0.0373
Si  0.024  0.0039  0.0428
Si  0.0093  0.0225  -0.0381
Si  0.0098  -0.0524  -0.0496
Si  0.0024  0.0299  -0.0055
Si  0.0603  -0.0283  0.0583
Si  -0.1373  0.0142  -0.041
Si  -0.0485  -0.1468  0.108
Si  -0.034  0.0679  -0.0365
Si  -0.0731  -0.0106  -0.0314
Si  0.2385  0.0103  0.0501
Si  -0.0504  0.1726  -0.0277
Si  0.049  -0.1967  0.0967
Si  -0.0058  -0.0651  -0.0705
Si  0.1625  -0.1203  0.0829
Si  0.016  0.0491  -0.0278
Si  -0.0622  0.0019  0.0572
Si  -0.0493  0.0563  0.039
Si  -0.3165  0.1459  0.0118
Si  0.1611  -0.2349  0.0867
Si  -0.0644  0.2879  -0.0409
Si  0.0848  0.0196  -0.1379
Si  0.206  -0.0156  0.0984
Si  -0.0216  -0.0444  0.0643
Si  -0.0127  -0.0051  0.0014
Si  0.0279  -0.0552  0.138
Si  0.0685  0.048  -0.1847
Si  0.0488  -0.0377  -0.0182
P  -0.1041  -0.3058  -0.139
Si  -0.0294  -0.0073  0.097
Si  -0.2096  -0.0452  -0.1284
Si  -0.087  0.1163  -0.0706
Si  -0.0472  0.0177  0.0228
Si  0.3351  0.0856  -0.1516
Si  -0.1291  0.0991  -0.1552
Si  -0.142  0.0801  0.0743
P  -0.3024  0.3432  0.1465
O  0.1381  -0.2438  0.1003
O  0.096  -0.0784  0.0151
O  -0.0075  0.0134  0.0136
O  -0.0037  0.0067  0.0028
O  0.0744  -0.0725  -0.0109
O  -0.0321  -0.0648  0.0193
O  -0.006  0.0098  0.0114
O  -0.004  0.0063  0.006
O  0.0799  -0.0201  -0.0467
O  0.0021  -0.0167  0.0463
O  -0.0384  0.0215  -0.0191
O  0.0661  -0.0638  0.0116
O  -0.0386  0.0446  -0.0357
O  -0.0734  0.0774  -0.0638
O  0.2708  -0.0387  0.2042
O  -0.0113  0.0562  0.0553
O  -0.0067  0.0096  -0.0225
O  0.0002  0.0021  -0.0105
O  -0.0005  -0.0003  -0.0154
O  -0.0017  -0.0013  0.0026
O  0.0041  0.0031  -0.0047
O  -0.0132  0.0065  -0.0174
O  0.0023  -0.0054  -0.0207
O  -0.0055  0.0004  -0.03
Si  -0.0002  -0.0068  0.0263
Si  0.0221  0.0053  -0.0209
Si  0.016  -0.0247  -0.0158
Si  0.0066  0.005  0.0282
Si  -0.0006  -0.0147  -0.0457
Si  0.005  0.0206  -0.021
Si  -0.0311  0.0019  -0.0339
Si  0.0033  0.0047  0.0251
Si  -0.0018  -0.0109  -0.0749
Si  0.0055  -0.0016  0.0061
Si  -0.0018  -0.0039  -0.002
Si  -0.0037  -0.0058  0.018
Si  0.1427  -0.1149  0.0191
Si  -0.0085  -0.0139  0.0033
Si  0.0618  0.0459  -0.2608
Si  -0.0009  0.0111  0.0059
Si  -0.0878  0.0859  -0.0852
Si  0.0063  -0.009  0.0278
Si  -0.0874  0.085  -0.0344
Si  -0.001  0.008  0.0056
Si  0.0043  0.0116  -0.0023
Si  0.0095  -0.0169  -0.0363
Si  -0.002  0.003  0.0002
Si  0.0745  -0.1154  -0.088
Si  0.0041  -0.0296  -0.0397
Si  0.0055  0.0116  0.0137
Si  0.0062  -0.0046  0.0229
Si  -0.0125  -0.007  -0.0113
Si  0.0222  0.1034  -0.0389
Si  -0.0033  -0.0098  -0.0074
Si  0.0179  -0.0007  -0.0165
Si  -0.011  -0.0175  -0.0115
Si  -0.0363  0.0083  0.0279
Si  -0.0043  0.0512  -0.044
Si  -0.0009  0.0185  -0.0248
Si  -0.0165  -0.0002  0.0366
Si  0.0025  0.0032  0.0036
O  -0.0168  -0.1448  0.0543
O  0.0047  0.0008  0.0138
O  -0.0001  0.0265  0.0158
O  0.0086  -0.0025  0.0131
O  0.004  0.005  0.0023
O  0.031  -0.0183  0.0283
O  0.0011  -0.0017  0.0003
O  0.0044  0.0068  -0.0021
O  0.0055  0.0038  -0.0028
O  0.0031  -0.0061  0.012
O  0.0225  -0.0039  0.0101
O  0.002  0.0029  -0.0016
O  0.0091  0.0261  0.0221
O  0.0039  0.0055  0.0021
O  -0.0008  0.0015  0.0119
O  -0.0046  0.0027  -0.0122
O  0.0002  -0.0041  -0.0025
O  -0.002  0.0022  0.0028
O  0.0005  0.0007  0.0149
O  0.0038  0.0038  -0.0048
O  0.006  -0.0006  0.0064
O  0.0087  0.0057  -0.0078
O  0.0103  0.0031  -0.0045
O  0.0319  -0.0078  0.047
O  0.0046  0.0027  -0.0018
O  0.0034  0.0012  0.0072
O  0.0048  -0.0001  -0.0069
O  0.0024  0.0117  0.0002
O  0.021  -0.004  0.0089
O  0.0009  0.0061  0.0022
O  -0.0677  0.1283  0.0585
O  0.0064  0.0007  0.0033
O  0.0311  0.0145  0.0168
O  0.0066  -0.0125  0.0515
O  -0.0068  0.0133  0.0193
O  0.002  -0.0053  0
O  0.0013  0.006  -0.0012
O  -0.0063  -0.005  0.0174
O  0.0099  0.0033  0.0097
O  0.0139  0.0195  0.0105
O  0.0256  -0.0123  -0.0349
O  -0.0331  0.0489  0.0332
O  0.0012  0.0022  0.0039
O  0.0007  0.0037  0.0046
O  0.0081  -0.0194  0.0216
O  -0.0074  -0.0008  0.0305
O  0.0045  -0.0001  0.0108
O  0.0033  0.0131  0.0144
O  -0.0075  -0.0153  0.027
O  0.0084  0.0072  -0.0074
O  0.0069  0.0008  -0.0113
O  -0.015  0.0166  0.0529
O  0.0016  -0.0003  -0.0012
O  -0.0085  0.0165  0.0134
O  0.0627  -0.0349  0.1126
O  0.0001  0.0026  -0.0145
O  -0.01  -0.0611  0.0374
O  0.0145  -0.0106  0.0099
O  0.0069  -0.0057  0.0015
O  0.0109  -0.014  0.0149
O  -0.0011  0.0089  -0.0203
O  0.0081  -0.0027  -0.0006
O  -0.0004  -0.0021  -0.0166
O  -0.0082  0.0074  0.0515
O  -0.0405  0.0674  0.0219
O  0.0014  0.0006  0.0077

The program warned: the cutoff lies below the one the program advises for these potential files; the exchange-correlation potential is rough where the density is thin.
